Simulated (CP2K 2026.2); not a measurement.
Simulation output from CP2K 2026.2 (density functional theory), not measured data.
Periodic cell of 534 atoms, Si358O176, from a study of silicon, its oxide and their interface. The atomic structure is a simulated model.
Doubt: the forces sum to 3.09 eV/angstrom along one axis rather than to zero, so they err by at least 0.0058 eV/angstrom per atom on average; the grid cutoff is modest.

Settings: functional PBE; method Gaussian and plane waves; basis set DZVP-MOLOPT-SR-GTH; pseudopotentials GTH-PBE; grid cutoff 350 Ry, relative cutoff 50 Ry; k points Gamma only; occupations fixed; spin none; net charge 0.

Cell vectors (angstrom)
a 16.32 0 0
b 0 16.32 0
c 0.0232 -0.0873 35.0249

Atoms and the computed forces on them: element, x, y, z (angstrom), force x, y, z (eV/angstrom)
Si 16.145 0.098 34.971 0.262 -0.225 0.793
Si 2.572 3 0.32 -0.187 -0.131 0.611
Si 0.336 4.955 34.944 -0.134 0.147 0.732
Si 3.243 7.698 34.921 -0.465 0.259 0.786
Si 0.14 10.646 34.577 -0.243 0.325 0.851
Si 2.883 13.46 34.963 -0.231 0.114 0.807
Si 5.835 16.035 0.075 -0.178 0.123 0.859
Si 8.373 2.468 34.852 -0.195 0.199 0.73
Si 5.239 5.445 0.279 0.146 -0.054 0.724
Si 7.879 8.167 0.033 0.396 -0.263 0.696
Si 5.79 10.452 34.971 -0.414 0.378 0.708
Si 8.026 13.831 0.102 0.01 -0.175 0.749
Si 10.523 0.114 34.875 0.259 -0.145 0.809
Si 13.782 2.134 35.006 -0.091 0.365 0.754
Si 11.024 5.387 34.642 -0.137 0.005 0.93
Si 13.344 8.454 34.596 0.209 -0.302 0.806
Si 10.936 10.468 34.904 -0.031 0.222 0.715
Si 13.703 13.702 0.145 -0.279 -0.023 0.776
Si 1.352 1.305 1.316 -0.038 -0.019 -0.056
Si 4.009 4.13 1.693 -0.028 -0.02 0.045
Si 1.408 6.777 1.107 0.023 0.017 -0.054
Si 4.144 9.456 1.264 -0.012 0.004 -0.036
Si 1.311 12.204 1.079 -0.019 -0.012 -0.089
Si 4.135 14.958 1.292 0.021 -0.019 -0.032
Si 6.864 1.41 1.303 0.026 0.012 -0.002
Si 9.61 4.118 1.063 0.021 -0.026 -0.069
Si 6.802 6.689 1.444 -0.002 0.019 -0.028
Si 9.529 9.339 1.28 -0.041 -0.005 -0.006
Si 6.829 12.187 1.239 -0.031 -0.01 -0.021
Si 9.51 15.031 1.381 0.006 0.056 -0.054
Si 12.172 1.182 1.277 -0.074 0.009 -0.027
Si 14.934 3.96 1.148 -0.026 -0.043 -0.054
Si 12.281 6.878 1.001 0.04 0.021 -0.081
Si 14.932 9.575 0.979 0.039 -0.027 -0.081
Si 12.155 12.216 1.141 -0.01 -0.011 -0.034
Si 14.992 15.068 1.449 0.012 0.004 -0.047
Si 16.265 2.675 2.639 0.013 0.016 0.037
Si 2.759 16.296 2.642 -0.016 -0.007 0.004
Si 16.301 8.175 2.386 -0.019 -0.025 0.022
Si 2.624 5.581 2.792 -0.064 0.025 0.039
Si 0.045 13.551 2.58 0.03 -0.029 0.03
Si 2.697 10.857 2.497 0.015 0.043 0.015
Si 5.476 2.67 2.734 0.033 -0.017 0.015
Si 8.181 0.075 2.729 -0.038 -0.012 0.048
Si 5.465 8.147 2.719 -0.029 0.017 0.04
Si 8.28 5.354 2.613 0.017 -0.036 0.025
Si 5.457 13.535 2.624 0.03 0.022 0.048
Si 8.211 10.83 2.592 -0.008 0 0.007
Si 10.897 2.731 2.525 -0.007 0.016 0.031
Si 13.541 16.31 2.756 -0.001 0.002 0.065
Si 10.963 8.068 2.579 0.004 -0.026 0.026
Si 13.611 5.456 2.411 -0.014 -0.017 0.022
Si 10.898 13.584 2.601 -0.001 0.011 0.006
Si 13.603 10.883 2.474 -0.01 0.011 0.02
Si 1.298 4.074 4.009 0.019 -0.009 -0.018
Si 4.098 1.311 4.039 -0.005 -0.006 0.02
Si 1.333 9.496 3.855 0.004 -0.007 -0.015
Si 4.076 6.854 4.092 0.001 0.013 0.015
Si 1.399 14.903 3.964 -0.017 0.017 0.008
Si 4.06 12.185 3.938 0.011 -0.039 -0.016
Si 6.878 4.049 4.011 0.018 0.001 -0.021
Si 9.574 1.422 4.011 0.026 -0.014 -0.013
Si 6.851 9.516 4.004 0.011 -0.008 0.011
Si 9.599 6.741 3.971 0.002 0.02 0.001
Si 6.807 14.936 3.988 -0.013 0.021 -0.028
Si 9.543 12.214 3.953 -0.011 -0.012 0.002
Si 12.275 4.105 3.867 0.006 -0.01 -0.023
Si 14.931 1.363 4.044 0.019 0.02 0.009
Si 12.293 9.5 3.892 0.008 0.014 -0.001
Si 14.972 6.8 3.816 0.021 0.02 0
Si 12.234 14.885 4.036 -0.001 0.007 0.02
Si 14.958 12.208 3.909 -0.008 0.002 -0.018
Si 16.315 -0.021 10.764 -0.004 0.021 -0.001
Si 2.724 2.69 10.75 0.004 -0.009 -0.008
Si 0.026 5.418 10.753 0 0 -0.002
Si 2.734 8.136 10.753 0.001 0.004 -0.003
Si 0.009 10.858 10.792 0.01 -0.01 0.001
Si 2.728 13.576 10.795 0.026 0.002 0.008
Si 5.454 -0.027 10.79 0.004 -0.009 0.006
Si 8.181 2.693 10.796 0.006 -0.011 0.009
Si 5.452 5.423 10.762 -0.017 0.001 0.004
Si 8.179 8.156 10.76 0.007 0.011 0.001
Si 5.46 10.858 10.759 -0.011 0.001 -0.006
Si 8.181 13.577 10.774 -0.01 0.003 0.003
Si 10.898 16.29 10.777 -0.001 0.005 -0.005
Si 13.626 2.705 10.771 -0.007 0.002 -0.008
Si 10.901 5.422 10.794 0.006 -0.009 0.006
Si 13.614 8.145 10.783 0.006 0.001 0.002
Si 10.903 10.883 10.748 -0.009 -0.009 -0.015
Si 13.609 13.591 10.774 -0.008 0.006 0.002
Si 1.363 1.332 12.116 0 -0.006 -0.004
Si 4.09 4.042 12.106 -0.008 -0.007 0
Si 1.38 6.776 12.117 0.023 0.003 0
Si 4.098 9.494 12.105 0.009 0 -0.01
Si 1.369 12.213 12.162 -0.01 0.004 0.014
Si 4.096 14.93 12.153 -0.01 0.006 0.013
Si 6.82 1.326 12.157 -0.009 0 0.003
Si 9.558 4.044 12.156 -0.017 0.005 0.007
Si 6.813 6.795 12.118 0.006 -0.006 0.015
Si 9.542 9.533 12.102 0.016 0.024 -0.006
Si 6.81 12.222 12.125 -0.004 -0.012 -0.002
Si 9.538 14.933 12.145 0.007 0.004 0.002
Si 12.263 1.339 12.122 0 0.006 -0.001
Si 14.998 4.06 12.123 0.009 0.001 0.003
Si 12.264 6.787 12.149 -0.005 0 0.009
Si 14.961 9.502 12.153 -0.024 -0.027 0.009
Si 12.24 12.241 12.137 -0.006 -0.002 -0.003
Si 14.952 14.962 12.147 0.018 0.006 0.007
Si 0.019 2.689 13.492 0.012 -0.008 0.001
Si 2.706 16.286 13.482 0.007 0.014 0.002
Si 0.015 8.124 13.486 -0.004 0.01 0.001
Si 2.729 5.392 13.464 0.002 -0.001 -0.003
Si 16.312 13.595 13.498 -0.009 -0.001 0.003
Si 2.757 10.833 13.495 0.014 -0.017 0.002
Si 5.439 2.692 13.489 -0.016 -0.003 0.008
Si 8.186 16.282 13.522 -0.008 0.006 0.009
Si 5.447 8.156 13.484 -0.016 0.025 0.011
Si 8.182 5.429 13.466 0.016 -0.013 0.003
Si 5.46 13.564 13.514 0.001 0.003 0.01
Si 8.187 10.881 13.474 0.016 -0.009 -0.008
Si 10.935 2.675 13.52 0.008 -0.017 -0.004
Si 13.588 0.005 13.526 -0.009 0.017 -0.002
Si 10.901 8.192 13.467 -0.018 -0.004 -0.003
Si 13.648 5.419 13.486 -0.016 -0.002 0.008
Si 10.886 13.59 13.53 0.009 -0.013 0.008
Si 13.592 10.88 13.496 0.006 0 -0.004
Si 1.371 4.049 14.853 0.019 0 -0.002
Si 4.053 1.326 14.835 0.004 0.003 -0.007
Si 1.378 9.476 14.841 0.001 -0.027 0.003
Si 4.089 6.75 14.806 0.002 -0.009 0
Si 1.362 14.931 14.869 -0.016 0.007 -0.005
Si 4.113 12.182 14.876 -0.002 -0.004 0.001
Si 6.819 4.066 14.816 0.005 0.013 -0.01
Si 9.572 1.307 14.885 0.029 -0.007 -0.002
Si 6.831 9.528 14.823 -0.015 0.012 0
Si 9.545 6.822 14.792 -0.006 0.016 -0.027
Si 6.827 14.913 14.889 0.007 -0.023 0.002
Si 9.507 12.232 14.884 -0.017 -0.006 0
Si 12.332 4.038 14.857 0.025 -0.014 -0.003
Si 14.972 1.36 14.877 0.001 0.016 0.007
Si 12.23 9.543 14.875 -0.017 0.014 0
Si 14.992 6.77 14.873 0.015 -0.01 -0.002
Si 12.224 14.97 14.903 -0.022 0.018 0.016
Si 14.929 12.256 14.854 -0.012 0.017 -0.018
Si 16.294 -0.038 16.219 0 -0.035 0
Si 2.724 2.697 16.217 -0.032 0.006 0.026
Si 16.308 5.352 16.25 -0.024 0.006 -0.011
Si 2.673 8.018 16.177 -0.032 0.008 0.028
Si 0.039 10.919 16.14 -0.012 0.01 -0.039
Si 2.715 13.529 16.207 -0.007 0.006 -0.024
Si 5.41 16.275 16.17 0.003 0.009 -0.001
Si 8.215 2.731 16.15 -0.015 0.009 0.028
Si 5.484 5.442 16.178 -0.001 -0.004 -0.005
Si 8.147 8.132 16.164 0.035 -0.026 -0.013
Si 5.526 10.868 16.251 0.029 0.002 0.049
Si 8.174 13.566 16.313 -0.006 0.015 0.018
Si 10.86 16.265 16.353 -0.024 -0.045 0.014
Si 13.686 2.728 16.321 0.027 0.043 0.001
Si 10.986 5.502 16.077 0.001 0.01 -0.024
Si 13.661 8.208 16.182 -0.005 -0.02 -0.004
Si 10.829 10.872 16.262 0 -0.002 0.006
Si 13.564 13.6 16.251 0.052 -0.019 0.01
Si 1.295 1.36 17.555 -0.011 0.017 -0.029
Si 4.14 4.081 17.513 0.008 -0.014 -0.02
Si 1.31 6.667 17.636 0.027 -0.001 -0.015
Si 4.136 9.353 17.384 0.018 -0.017 -0.061
Si 1.344 12.206 17.6 -0.014 0.022 0
Si 4.085 14.864 17.54 0.029 -0.001 0.006
Si 6.808 1.343 17.434 0.016 0.027 -0.032
Si 9.606 4.205 17.391 -0.009 0.015 -0.047
Si 6.832 6.793 17.575 -0.012 -0.008 -0.002
Si 9.443 9.456 17.571 0.011 0.022 -0.005
Si 6.847 12.243 17.756 -0.021 -0.021 0.016
Si 9.472 14.884 17.794 0.011 0.015 0.011
Si 12.298 1.344 17.607 0.001 -0.003 -0.002
Si 15.036 4.084 17.805 0 -0.019 -0.006
Si 12.344 6.803 17.496 0.004 0.007 -0.016
Si 15.031 9.608 17.499 0.003 0.013 -0.003
Si 12.124 12.309 17.613 -0.02 0.005 -0.025
Si 14.971 14.908 17.627 0.014 0.02 -0.012
Si 0.044 2.594 19.18 -0.027 0.005 0.095
Si 2.703 -0.042 18.768 -0.016 0.003 0.022
Si 16.305 8.213 18.89 0.001 -0.03 0.031
Si 2.718 5.234 18.968 -0.039 0.003 0.06
Si 0.042 13.58 19.066 -0.03 0.01 0.055
Si 2.804 10.709 18.667 0.026 0.004 0.03
Si 5.579 2.763 18.809 0.021 0.038 0.053
Si 7.989 0.024 18.955 -0.023 -0.065 0.05
Si 5.354 8.04 18.908 0.008 -0.019 0.066
Si 8.323 5.52 18.865 0.034 0.008 0.062
Si 5.393 13.644 19.097 0.026 -0.024 0.036
Si 8.14 10.71 19.1 -0.042 0.021 0.062
Si 10.968 2.897 18.732 0.03 0.036 0.019
Si 13.577 16.248 19.004 -0.009 -0.052 0.053
Si 10.936 8.13 18.796 -0.021 -0.005 0.039
Si 13.681 5.628 19.06 0.04 0.019 0.074
Si 10.795 13.483 19.257 -0.037 -0.017 0.067
Si 13.628 10.992 18.798 0.041 0.008 0.038
Si 1.937 3.452 20.366 -0.244 0.113 -0.909
Si 4.165 1.314 19.934 0.053 0.009 -0.562
Si 1.783 9.15 20.057 -0.085 -0.012 -0.779
Si 3.865 6.769 20.283 0.177 -0.083 -0.717
Si 1.254 15.235 20.288 0.022 -0.209 -0.759
Si 4.148 11.899 20.104 0.127 0.177 -0.651
Si 7.235 3.89 20.096 -0.194 0.018 -0.793
Si 9.334 1.712 19.833 -0.154 -0.004 -0.66
Si 6.327 9.658 20.282 0.182 -0.043 -0.782
Si 9.911 6.635 20.265 -0.22 0.13 -0.79
Si 6.299 15.43 20.453 0.188 -0.16 -0.775
Si 9.842 11.58 20.521 -0.1 0.263 -0.715
Si 12.066 4.4 20.203 0.18 -0.099 -0.777
Si 15.149 0.925 20.428 -0.048 0.298 -0.82
Si 12.293 9.559 20.006 0.02 -0.038 -0.446
Si 14.637 7.462 20.381 -0.041 -0.167 -0.672
Si 12.423 14.764 20.446 -0.297 0.126 -0.767
Si 14.619 12.513 20.283 0.232 -0.002 -0.774
Si 2.244 13.29 22.267 0.009 0.063 -0.194
Si 3.22 15.083 26.731 -0.103 0.051 -0.142
Si 3.094 3.523 26.853 -0.085 0.043 0.007
Si 15.781 11.906 23.022 0.023 0.071 -0.193
Si 0.695 1.656 24.614 -0.045 0.053 -0.105
Si 8.628 11.962 23.523 0.04 -0.065 -0.31
Si 7.379 5.633 27.578 -0.188 -0.112 0.007
Si 5.695 5.362 22.452 -0.167 -0.036 -0.204
Si 6.731 8.219 23.118 -0.045 -0.055 -0.276
Si 6.153 10.367 27.934 -0.07 -0.028 0.117
Si 3.508 1.124 24.752 0.056 0.016 -0.041
Si 10.471 -0.031 22.044 0.172 -0.069 0.081
Si 14.267 1.373 23.435 0.073 0.105 -0.311
Si 13.827 4.127 22.717 -0.043 0.053 -0.13
Si 9.783 1.789 28.199 -0.063 -0.063 -0.032
Si 16.278 7.153 23.166 -0.113 0.065 -0.363
Si 1.346 9.745 22.951 0.008 -0.012 -0.163
Si 0.445 4.235 22.937 -0.019 -0.135 -0.247
Si 7.856 2.845 26.304 -0.121 -0.025 -0.123
Si 1.089 12.718 26.508 0.044 -0.028 -0.047
Si 1.837 7.804 27.288 0.123 0.029 0.062
Si 12.975 13.085 27.914 -0.068 -0.076 -0.061
Si 5.531 13.292 27.909 -0.038 -0.165 0.063
Si 6.047 10.473 24.839 -0.029 0.159 -0.184
Si 11.214 7.782 25.478 -0.08 -0.067 -0.129
Si 5.125 7.809 29.639 0.119 0.022 0.057
Si 0.743 5.064 27.552 -0.087 0.025 -0.034
Si 9.715 8.061 23.12 0.113 -0.09 -0.306
Si 8.036 14.899 22.969 -0.099 0.104 -0.191
Si 5.964 2.641 24.012 0.158 0.134 -0.144
Si 13.047 0.309 25.856 -0.04 0.148 0.033
Si 4.445 1.524 33.217 0.065 0.007 0.077
Si 14.106 5.423 27.492 -0.108 0.185 0.121
Si 11.054 8.326 30.797 0.04 0.063 0.094
Si 16.141 10.079 26.989 -0.014 -0.004 -0.116
Si 13.884 6.535 24.644 -0.025 -0.075 -0.26
Si 15.241 14.739 27.162 0.057 0.034 -0.009
Si 1.656 4.792 30.506 0.083 0.085 0.26
Si 2.569 2.211 29.467 -0.099 0.017 0.279
Si 2.38 7.753 30.457 -0.094 -0.101 0.029
Si 2.239 9.395 32.782 0.034 0.102 0.196
Si 6.413 3.672 32.827 0.106 -0.072 0.198
Si 9.821 12.295 32.92 -0.136 -0.038 0.177
Si 4.462 6.319 27.216 -0.011 0.093 -0.043
Si 8.558 1.303 23.907 0.017 -0.078 -0.22
Si 3.163 11.668 24.386 0.103 -0.018 -0.091
Si 14.077 8.457 28.726 -0.096 -0.175 0.015
Si 10.768 15.294 27.308 0.111 0.046 0.077
Si 12.44 2.731 27.726 0.092 0.016 -0.015
Si 13.787 7.609 31.545 -0.058 0.12 0.404
Si 8.574 13.812 30.797 -0.03 0.03 0.162
Si 13.877 11.523 25.255 -0.023 -0.059 -0.023
Si 15.378 5.057 32.128 0.041 0.071 0.35
Si 10.911 15.697 31.8 -0.098 -0.006 0.289
Si 12.641 13.638 32.508 0.197 0.066 0.09
Si 7.155 5.777 30.591 0.022 -0.006 0.157
Si 1.119 14.753 32.671 -0.055 -0.014 0.21
Si 4.283 11.675 32.901 -0.08 -0.033 0.074
Si 9.727 7.751 27.917 0.1 0.032 0.178
Si 9.034 10.643 27.988 -0.046 -0.036 0.048
Si 11.111 10.364 24.298 -0.045 -0.016 -0.214
Si 8.521 13.422 27.581 0.033 0.046 0.178
Si 3.24 16.161 31.218 -0.093 -0.144 0.164
Si 5.495 13.943 31.008 0.017 -0.027 0.357
Si 11.37 2.197 30.438 0.055 0.071 0.116
Si 12.746 3.577 32.735 -0.091 0.011 0.153
Si 11.924 10.502 29.213 0.123 -0.088 0.082
Si 9.17 6.954 32.543 -0.071 -0.094 0.163
Si 1.013 0.607 27.636 -0.054 0.021 -0.041
Si 15.307 12.58 32.876 0.015 -0.005 0.034
O 0.315 15.864 33.52 -0.163 0.336 -0.326
O 15.036 1.204 34.564 0.178 -0.025 -0.205
O 3.773 2.352 34.394 0.176 0.307 0.216
O 3.432 2.38 25.781 -0.001 0.238 -0.02
O 15.969 5.504 33.568 0.008 0.53 -0.228
O 1.537 3.892 34.546 0.122 0.096 -0.434
O 4.253 6.455 34.681 0.237 0.045 -0.507
O 3.23 8.279 33.393 0.49 -0.286 -0.568
O 13.92 12.74 32.054 -0.101 -0.131 -0.689
O 12.234 7.279 31.191 -0.102 -0.495 -0.236
O 3.962 12.435 34.3 0.254 -0.304 0.337
O 2.265 14.204 33.657 0.053 0.073 -0.313
O 5.39 0.331 33.725 -0.027 0.015 -0.71
O 6.918 14.807 34.6 -0.197 -0.243 -0.643
O 10.813 15.784 33.416 0.098 -0.096 -0.142
O 9.485 1.324 34.507 -0.09 0.142 -0.382
O 5.869 4.513 34.078 0.332 -0.164 -0.268
O 6.358 7.201 30.495 0.179 0.475 0.119
O 6.932 9.334 34.84 -0.081 0.243 -0.043
O 5.483 10.714 33.378 0.143 -0.297 -0.706
O 5.496 13.687 29.445 -0.137 0.134 -0.332
O 4.797 12.696 31.774 -0.225 -0.25 -0.177
O 9.131 12.421 31.462 -0.257 -0.493 -0.618
O 8.934 13.266 33.852 0.271 0.041 -0.176
O 12.179 14.735 31.432 0.258 -0.169 -0.592
O 11.375 12.704 32.807 0.147 -0.353 0.168
O 12.909 2.244 33.62 -0.172 -0.572 -0.297
O 12.225 4.686 33.786 0.46 0.013 0.076
O 8.029 7.467 33.551 -0.566 0.12 -0.51
O 10.113 6.026 33.463 0.153 0.087 -0.434
O 13.905 8.124 33.088 0.156 0.052 -0.221
O 12.134 9.526 34.312 0.002 -0.027 -0.227
O 10.971 9.385 25.576 0.117 0.034 0.455
O 9.924 10.864 33.663 -0.404 -0.268 -0.355
O 15 12.845 34.456 0.255 -0.28 0.402
O 8.641 13.611 29.195 0.014 -0.013 -0.135
O 1.6 4.003 21.852 0.345 0.311 0.448
O 0.697 1.322 26.205 -0.154 -0.058 -0.027
O 5.151 0.263 20.766 -0.141 0.157 0.299
O 3.116 2.339 20.705 0.037 -0.04 0.403
O 1.254 9.96 21.357 -0.127 0.62 0.136
O 2.782 7.965 20.65 -0.004 -0.11 0.486
O 4.413 5.985 21.636 0.087 -0.195 0.221
O 3.006 12.377 21.168 -0.441 -0.299 0.255
O 2.102 14.763 21.619 0.431 0.154 0.474
O 0.729 12.871 22.692 -0.282 0.163 -0.058
O 2.729 10.384 23.484 0.51 -0.099 -0.318
O 6.711 4.736 21.373 0.345 -0.066 0.152
O 8.331 2.772 20.603 0.173 -0.23 0.237
O 10.408 0.91 20.753 0.267 -0.16 -0.1
O 6.388 2.661 25.606 -0.357 -0.108 0.301
O 5.271 10.854 20.734 0.18 -0.088 0.607
O 6.681 8.783 21.604 0.069 -0.19 0.244
O 10.913 5.432 20.729 -0.167 -0.062 0.568
O 9.523 7.371 21.674 -0.145 0.001 0.234
O 9.347 15.127 22.033 0.13 -0.291 -0.176
O 6.793 14.884 21.921 -0.111 -0.115 0.205
O 9.013 11.773 21.938 -0.145 -0.101 0.169
O 11.17 10.593 20.726 -0.024 -0.109 0.503
O 12.771 3.794 21.546 -0.133 -0.695 0.187
O 11.588 15.967 26.088 -0.365 0.171 -0.371
O 15.348 4.147 22.127 0.025 -0.063 -0.306
O 14.328 1.212 21.821 -0.547 0.149 0.065
O 15.532 7.145 21.717 0.28 -0.006 0.131
O 13.403 8.527 20.769 -0.028 0.081 0.152
O 1.53 3.954 26.68 -0.159 -0.393 -0.247
O 13.483 5.546 23.415 -0.404 0.222 -0.226
O 13.585 13.672 20.837 0.203 -0.033 0.41
O 11.884 15.494 21.844 0.328 0.097 0.547
O 0.055 10.5 23.547 -0.361 -0.391 0.615
O 15.019 11.68 21.62 -0.061 -0.532 0.204
O 0.542 3.214 24.178 -0.165 0.241 0.325
O 0.067 16.235 20.817 0.108 0.069 0.531
O 3.626 15.945 25.395 0.175 -0.421 -0.27
O 2.084 1.118 23.963 -0.097 -0.141 -0.314
O 7.778 2.98 33.402 0.084 -0.078 -0.543
O 1.529 5.066 28.941 0.359 0.1 -0.175
O 10.39 10.812 28.832 -0.098 0.171 -0.172
O 14.747 12.393 24.17 -0.276 0.499 0.072
O 14.208 15.582 26.256 0.168 -0.232 0.012
O 5.189 11.689 27.921 -0.353 -0.231 0.14
O 7.3 11.179 24.056 0.025 -0.177 0.208
O 3.179 13.094 23.578 0.281 0.56 0.146
O 4.789 1.521 23.829 -0.119 -0.208 -0.482
O 7.952 4.422 26.663 0.146 0.253 -0.182
O 5.445 4.115 23.49 -0.17 -0.093 -0.007
O 3.917 8.28 30.59 0.221 0.215 0.204
O 8.241 8.465 23.632 0.127 0.064 0.653
O 6.364 6.64 23.192 0.387 0.054 0.628
O 9.031 11.968 27.053 0.188 0.08 -0.486
O 1.909 11.837 25.407 -0.424 -0.282 -0.142
O 8.231 13.514 23.751 0.01 0.083 0.378
O 5.74 9.088 24.051 -0.638 -0.119 0.253
O 10.019 1.022 23.219 0.471 0.537 0.167
O 7.56 10.695 28.708 0.111 0.299 0.632
O 13.837 2.908 23.77 -0.111 0.062 0.617
O 12.981 4.268 27.738 -0.252 0.143 0.295
O 7.318 2.153 23.213 0.093 0.129 -0.592
O 10.885 7.187 26.931 0.366 -0.552 0.234
O 14.939 10.467 25.929 0.008 -0.179 -0.218
O 10.859 2.654 27.317 -0.148 0.289 -0.499
O 1.186 8.184 23.288 0.693 -0.249 0.373
O 15.138 7.469 24.256 0.051 0.686 0.381
O 15.721 0.931 23.987 0.273 -0.356 0.113
O 14.305 8.558 30.338 0.345 0.541 0.006
O 2.475 16.216 27.615 0.295 0.224 0.212
O 16.205 15.8 27.924 -0.163 0.107 0.513
O 3.966 4.873 26.706 0.117 -0.143 -0.304
O 7.128 5.112 29.106 0.024 -0.512 -0.123
O 0.489 11.514 27.454 0.026 0.06 0.53
O 1.879 7.952 28.92 -0.125 0.059 -0.097
O 5.528 9.056 28.666 0.037 -0.018 -0.272
O 3.367 7.465 26.73 0.087 0.357 -0.503
O 1.561 8.756 31.454 -0.677 0.158 -0.516
O 2.202 13.825 26.866 0.172 -0.096 0.365
O 14.36 13.879 28.23 0.352 -0.109 0.417
O 16.109 13.689 26.253 -0.357 0.144 -0.244
O 4.68 11.379 24.89 0.117 0.388 0.076
O 7.937 16.112 24.047 -0.445 -0.243 0.694
O 11.29 0.802 31.212 0.217 0.017 -0.043
O 12.737 7.558 25.059 0.299 0.535 -0.074
O 8.891 2.188 25.221 0.481 0.092 0.119
O 8.507 6.74 27.797 0.068 0.019 -0.093
O 4.495 6.544 28.822 -0.016 -0.277 0.156
O 10.319 7.113 24.292 -0.163 -0.693 0.061
O 15.523 4.752 27.893 -0.032 -0.344 0.347
O 4.579 14.361 27.183 0.301 0.253 -0.286
O 10.713 9.36 23.051 0.335 0.331 -0.605
O 12.717 11.91 29.023 0.103 0.136 0.285
O 9.545 15.051 31.217 -0.279 0.23 -0.151
O 13.218 1.696 26.724 0.214 0.249 -0.176
O 8.268 2.015 27.652 -0.387 -0.198 0.465
O 13.168 0.522 24.251 -0.188 -0.163 -0.102
O 2.439 3.36 30.628 0.153 -0.188 0.47
O 0.249 4.503 31.222 0.043 -0.377 -0.077
O 11.714 3.353 31.518 -0.249 0.241 -0.148
O 1.113 9.111 26.611 0.395 0.179 -0.192
O 2.276 6.211 31.024 0.24 -0.027 0.153
O 13.163 12.411 26.428 -0.07 0.259 -0.019
O 13.902 6.891 28.219 -0.344 0.043 -0.12
O 15.37 9.199 28.11 0.389 -0.101 0.176
O 11.742 14.162 27.977 -0.065 -0.106 0.318
O 1.133 1.718 28.824 -0.617 0.094 -0.087
O 3.441 2.877 28.289 0.377 0.229 -0.011
O 1.857 15.304 31.333 -0.102 -0.064 -0.425
O 0.594 5.719 23.517 0.534 0.057 0.642
O 1.242 9.556 34.06 -0.048 -0.506 0.18
O 14.232 3.938 32.241 0.063 -0.528 -0.478
O 3.307 0.871 29.988 0.474 -0.095 -0.415
O 5.362 2.531 32.357 0.042 0.088 -0.58
O 13.049 14.389 33.896 -0.349 0.34 -0.125
O 0.087 13.582 32.255 0.129 0.046 -0.725
O 2.99 10.804 32.439 -0.142 0.141 -0.502
O 15.921 11.098 33.059 -0.007 -0.306 -0.576
O 3.205 0.823 32.493 -0.572 0.234 0.047
O 8.591 6.142 31.267 0.518 -0.389 -0.433
O 12.643 10.903 24.359 0.195 0.045 -0.462
O 9.992 11.541 24.311 0.125 0.317 0.492
O 14.209 5.61 25.901 0.234 -0.139 0.059
O 6.069 6.324 26.861 -0.003 0.07 -0.196
O 6.545 4.657 31.573 -0.078 0.065 -0.236
O 10.333 7.892 29.409 -0.287 -0.021 -0.024
O 6.452 10.089 26.361 0.473 -0.34 -0.024
O 4.564 15.241 31.268 0.155 -0.022 -0.047
O 7.073 14.121 31.368 0.105 0.153 0.014
O 6.963 13.539 27.203 0.065 0.129 -0.319
O 9.926 2.386 29.711 -0.529 0.323 0.106
O 9.418 14.539 26.833 -0.157 0.157 -0.583
O 12.511 2.192 29.272 0.554 -0.015 -0.044
O 10.258 0.217 28.244 -0.062 -0.195 0.412
O 9.973 8.242 31.986 -0.166 0.621 -0.106
O 9.125 9.155 27.384 -0.363 -0.014 -0.226
O 11.717 9.82 30.693 0.216 0.324 0.447
O 12.739 9.346 28.371 -0.038 0.099 -0.495
O 0.893 6.537 26.902 -0.481 0.168 -0.643
O 14.712 6.315 31.408 0.229 -0.114 -0.243
Si 0.014 16.276 5.317 0.004 -0.008 0.005
Si 2.717 2.713 5.334 -0.002 -0.007 0
Si 16.265 5.459 5.307 -0.011 0.007 -0.009
Si 2.677 8.214 5.348 0.009 0.012 0.016
Si 16.32 10.845 5.267 0.015 -0.012 -0.012
Si 2.741 13.552 5.335 0.005 -0.005 -0.004
Si 5.447 16.263 5.38 0.023 0.01 0.004
Si 8.203 2.714 5.401 -0.005 -0.008 0.01
Si 5.476 5.425 5.341 0.001 -0.003 -0.01
Si 8.217 8.123 5.316 -0.007 0.009 0.013
Si 5.443 10.863 5.326 -0.003 0.006 0.005
Si 8.183 13.575 5.325 -0.012 0.004 -0.004
Si 10.893 -0.006 5.344 -0.001 0.023 0.004
Si 13.582 2.76 5.329 -0.003 0.016 0.017
Si 10.94 5.399 5.328 -0.014 -0.019 -0.008
Si 13.641 8.139 5.256 0.002 -0.016 -0.003
Si 10.925 10.847 5.285 0.024 -0.009 0.001
Si 13.632 13.543 5.338 -0.004 -0.025 0.016
Si 1.369 1.328 6.684 -0.004 0.008 -0.007
Si 4.105 4.056 6.689 0.002 -0.001 0.002
Si 1.341 6.797 6.671 0.002 0.004 -0.01
Si 4.076 9.53 6.705 -0.027 0.009 0.002
Si 1.355 12.197 6.666 -0.007 0.003 -0.002
Si 4.084 14.907 6.721 0.001 0.003 0
Si 6.82 1.328 6.714 -0.002 -0.004 -0.008
Si 9.57 4.075 6.726 0.002 -0.007 0.004
Si 6.839 6.785 6.694 0.003 0.001 -0.008
Si 9.566 9.496 6.67 -0.013 -0.008 -0.008
Si 6.808 12.226 6.683 -0.018 -0.007 -0.004
Si 9.527 14.948 6.692 0.006 0.003 -0.005
Si 12.253 1.36 6.692 -0.001 -0.001 -0.005
Si 14.941 4.1 6.697 -0.011 0.014 -0.004
Si 12.286 6.793 6.66 0.006 -0.007 -0.001
Si 14.981 9.489 6.653 -0.003 0.002 -0.001
Si 12.263 12.193 6.686 0.009 0.003 -0.001
Si 14.982 14.924 6.691 -0.003 -0.005 0.002
Si 16.322 2.709 8.023 -0.001 0.002 -0.01
Si 2.724 16.288 8.059 0.006 -0.006 -0.001
Si 16.323 8.148 8.049 -0.003 0 -0.002
Si 2.727 5.429 8.018 0.007 -0.001 -0.006
Si 0.015 13.562 8.051 0.005 -0.002 -0.004
Si 2.718 10.876 8.064 0.017 0.007 0
Si 5.457 2.695 8.063 -0.007 -0.009 -0.001
Si 8.175 16.293 8.073 -0.013 -0.001 0
Si 5.452 8.145 8.034 -0.004 -0.005 -0.013
Si 8.192 5.43 8.069 0.004 0.004 -0.002
Si 5.458 13.569 8.073 -0.006 0.008 0.008
Si 8.184 10.858 8.022 0.002 0.001 -0.015
Si 10.903 2.698 8.082 -0.011 -0.001 0.005
Si 13.618 -0.015 8.036 0.007 0.02 -0.006
Si 10.917 8.139 8.038 0.011 0.008 -0.001
Si 13.605 5.445 8.069 0.003 -0.003 0.005
Si 10.901 13.58 8.03 0.003 0.002 -0.009
Si 13.629 10.843 8.041 -0.012 -0.013 0.007
Si 1.374 4.06 9.382 0.018 -0.002 -0.006
Si 4.095 1.324 9.413 0.003 0.005 0.002
Si 1.362 9.504 9.414 0.009 -0.011 -0.001
Si 4.091 6.778 9.389 0.001 0.006 -0.003
Si 1.366 14.926 9.421 -0.009 -0.002 0.01
Si 4.083 12.223 9.426 -0.006 0 0.003
Si 6.827 4.057 9.421 0.008 -0.002 0.002
Si 9.535 1.335 9.43 0.002 -0.011 -0.005
Si 6.82 9.505 9.389 -0.009 0.006 -0.005
Si 9.555 6.789 9.42 -0.019 -0.005 0.002
Si 6.813 14.936 9.428 0.001 0.006 0.002
Si 9.533 12.228 9.389 0.002 0.004 -0.006
Si 12.259 4.071 9.428 0.004 0.006 0.001
Si 14.973 1.348 9.395 0.005 -0.004 -0.004
Si 12.266 9.499 9.408 0.007 -0.007 0.003
Si 14.974 6.793 9.42 -0.009 0.003 0.008
Si 12.256 14.942 9.398 -0.007 0.007 -0.005
Si 14.972 12.213 9.419 0.006 0 0.007

Results
total energy: -115456.686 eV
total energy less fixed offsets of O -438.35, Si -107.03 eV per atom: 9.654 eV
